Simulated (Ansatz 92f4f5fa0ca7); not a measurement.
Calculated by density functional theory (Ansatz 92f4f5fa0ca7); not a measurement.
Periodic cell of 237 atoms, Si145O90As2, from a study of silicon, its oxide and their interface. The atomic structure is a simulated model.
Doubt: the cutoff is far below the 930 eV that the study's wrapper takes by default for these files, so forces and energies are approximate.
This geometry differs little from another in the collection (a relaxation step or a small displacement).

Settings: functional PBE; potential files Ansatz PAW; basis plane waves; wave-function cutoff 580 eV; density cutoff ratio 5; exchange-correlation grid ratio 1; k mesh 1 x 1 x 1, Gamma-centred; self-consistency stop 5e-08 eV per atom in the density residual; occupations fixed; spin none; net charge 0.

Cell vectors (angstrom)
a	11.6015	0	0
b	0	10.938	0
c	0	0	32.0622

Atoms: element, x, y, z (angstrom)
Si	-0.2571	-0.0906	23.243
As	3.5418	0.0344	22.6197
Si	7.3948	-0.1231	23.3818
Si	1.6397	1.3586	23.2933
Si	5.5589	1.4118	23.1752
Si	9.3525	1.1954	23.3046
Si	0.111	5.3986	23.4278
Si	4.0393	5.299	23.3726
Si	7.9465	5.5938	23.5745
Si	2.1318	6.6655	23.345
Si	5.8793	6.7755	23.4559
Si	9.8981	6.8752	23.6346
Si	1.8854	2.6006	25.3117
Si	5.7472	2.6341	25.2457
Si	9.5903	2.6655	25.2103
Si	11.5776	3.9798	25.3062
Si	3.8327	3.9766	25.3116
Si	7.6824	4.0456	25.3349
Si	1.9782	8.162	25.2425
Si	5.7796	8.1276	25.4106
Si	9.6961	8.2798	25.4524
Si	11.6337	9.5748	25.2575
As	3.8992	9.6554	25.2452
Si	7.6652	9.5351	25.3598
Si	11.6206	-0.0089	27.2045
Si	3.8799	-0.0635	27.3037
Si	7.7318	-0.0138	27.2554
Si	1.9556	1.3109	27.2699
Si	5.7968	1.322	27.2197
Si	9.6697	1.3378	27.1825
Si	11.5666	5.4301	27.1964
Si	3.8135	5.4058	27.217
Si	7.7039	5.4251	27.2576
Si	1.9051	6.8039	27.1887
Si	5.7504	6.752	27.292
Si	9.6377	6.7949	27.278
Si	1.928	2.723	29.1692
Si	5.7886	2.7148	29.1488
Si	9.6724	2.7133	29.1374
Si	-0.0028	4.0949	29.1553
Si	3.8543	4.0808	29.172
Si	7.7297	4.0704	29.1817
Si	1.9088	8.1736	29.1413
Si	5.7903	8.1797	29.1752
Si	9.6602	8.1937	29.1798
Si	-0.0113	9.5631	29.148
Si	3.8523	9.5226	29.2083
Si	7.7245	9.5507	29.1746
Si	0	0	31.0965
Si	3.8672	0	31.0965
Si	7.7343	0	31.0965
Si	1.9336	1.3673	31.0965
Si	5.8008	1.3673	31.0965
Si	9.6679	1.3673	31.0965
Si	0	5.469	31.0965
Si	3.8672	5.469	31.0965
Si	7.7343	5.469	31.0965
Si	1.9336	6.8362	31.0965
Si	5.8008	6.8362	31.0965
Si	9.6679	6.8362	31.0965
Si	1.9336	2.7345	0.9679
Si	5.8008	2.7345	0.9679
Si	9.6679	2.7345	0.9679
Si	0	4.1018	0.9679
Si	3.8672	4.1018	0.9679
Si	7.7343	4.1018	0.9679
Si	1.9336	8.2035	0.9679
Si	5.8008	8.2035	0.9679
Si	9.6679	8.2035	0.9679
Si	0	9.5708	0.9679
Si	3.8672	9.5708	0.9679
Si	7.7343	9.5708	0.9679
Si	11.6211	0.0288	2.8951
Si	3.8693	0.0078	2.9132
Si	7.7591	0.0114	2.8884
Si	1.9501	1.3894	2.9099
Si	5.8272	1.3444	2.8519
Si	9.6735	1.3796	2.9122
Si	11.5784	5.5027	2.8643
Si	3.8927	5.4861	2.9
Si	7.755	5.5011	2.8971
Si	1.9301	6.812	2.8711
Si	5.8262	6.8465	2.8855
Si	9.6712	6.8969	2.9432
Si	1.9365	2.829	4.8005
Si	5.8645	2.7141	4.7468
Si	9.6222	2.7867	4.8284
Si	11.563	4.1253	4.7617
Si	3.946	4.0842	4.8038
Si	7.744	4.1986	4.8636
Si	1.9075	8.1556	4.7979
Si	5.8306	8.2607	4.7748
Si	9.684	8.3263	4.8793
Si	11.6525	9.6587	4.8588
Si	3.8394	9.4848	4.7857
Si	7.7446	9.6781	4.876
Si	11.6365	0.2317	6.7463
Si	3.7795	-0.0559	6.6478
Si	7.7469	0.0553	6.9022
Si	2.0807	1.5092	6.7364
Si	5.742	1.269	6.6237
Si	9.6834	1.5164	6.8309
Si	11.5611	5.5035	6.6625
Si	4.0184	5.4282	6.7561
Si	7.7823	5.6801	6.7906
Si	2.0133	6.6365	6.6281
Si	5.8478	6.9723	6.7255
Si	9.795	7.0451	6.8739
O	10.0467	7.9694	8.2653
O	7.7029	9.9202	8.2003
O	7.4727	4.7433	8.1306
O	3.3762	10.3402	8.1908
O	2.1055	7.5016	8.0277
O	4.0325	4.594	8.2184
O	9.8415	2.4433	8.2176
O	2.6429	2.3463	8.0992
O	11.4241	4.5834	8.0329
O	5.3896	2.3681	7.8127
O	5.8533	7.9666	8.071
O	11.4099	10.284	8.1142
O	11.2315	10.0066	21.7911
O	3.1708	11.4523	20.7864
O	5.6909	7.7442	22.121
O	4.1063	4.4225	21.9394
O	7.4334	9.7663	22.0727
O	10.025	7.7105	22.2108
O	1.4209	2.5061	22.1379
O	5.8827	2.4649	21.9107
O	8.3971	4.7491	22.2102
O	-0.109	4.6272	21.9546
O	2.3282	7.4683	21.9099
O	9.1339	1.88	21.8095
Si	1.9735	7.7589	9.6036
Si	5.0893	0.6108	17.4487
Si	2.529	5.4007	13.9826
Si	10.5838	3.8754	14.002
Si	8.2851	2.3684	15.167
Si	9.483	2.3133	20.2833
Si	10.5687	3.6587	9.0538
Si	0.1233	2.3575	11.53
Si	11.0843	8.1417	15.3859
Si	5.2034	6.9362	13.9762
Si	5.8108	2.6335	11.0621
Si	8.4403	7.705	19.3542
Si	8.0043	4.8907	20.6379
Si	6.0328	9.6184	15.0316
Si	1.9646	7.6998	20.3356
Si	1.9607	4.9593	18.7927
Si	4.5197	3.4593	18.0029
Si	8.5383	8.9495	16.7771
Si	0.8858	9.5131	13.2831
Si	10.0066	10.6847	11.6563
Si	5.2709	3.7098	21.0247
Si	0.6303	5.4703	16.2297
Si	10.8507	9.1359	9.1076
Si	6.3469	8.9096	21.1896
Si	7.1481	7.1136	11.4669
Si	2.741	0.7546	12.1945
Si	10.716	8.6272	21.0608
Si	6.0589	4.3336	15.6131
Si	7.1427	0.4847	12.8566
Si	4.0858	2.9904	8.5731
Si	0.9168	6.776	11.9009
Si	6.601	9.046	9.0526
Si	0.5937	3.4181	21.092
Si	9.8317	6.5567	12.8796
Si	7.781	4.5524	9.7151
Si	3.7969	10.2402	19.8883
Si	4.322	3.0542	13.4684
Si	3.8851	10.0079	9.7122
Si	8.0727	0.813	17.9459
O	11.56	3.2694	12.8587
O	9.4031	4.4783	9.8658
O	8.6316	3.6274	19.8515
O	4.1233	-0.3321	18.3424
O	11.3155	4.4932	15.315
O	9.9314	9.807	10.2749
O	3.8579	1.534	13.1001
O	0.6905	9.0923	14.8456
O	6.4787	1.0279	18.2324
O	4.7897	3.1508	19.5842
O	6.3103	1.1825	11.6341
O	0.5965	8.6014	9.8418
O	5.6926	4.3041	17.2125
O	8.4679	7.2355	12.383
O	4.4396	2.6714	10.1395
O	2.123	5.4971	15.5534
O	3.4125	0.063	10.8906
O	5.9046	7.1712	12.5152
O	2.3034	6.4383	19.3743
O	0.6951	4.9421	17.7642
O	8.5121	10.7596	12.2808
O	5.5024	10.0863	9.6427
O	0.3681	7.9635	20.2757
O	9.7496	2.5967	14.5339
O	2.0521	10.6299	13.2107
O	10.0326	9.0824	16.1697
O	6.2419	10.2511	13.541
O	7.4277	1.5505	14.0565
O	1.6695	3.9895	20.0452
O	5.9449	5.8086	14.9164
O	7.453	9.0114	15.5742
O	1.6045	1.7275	11.5898
O	7.2131	8.3068	10.3598
O	4.2932	2.0242	17.2428
O	7.0866	3.1796	10.2223
O	11.6543	6.9853	16.363
O	8.2897	10.1664	17.7938
O	3.3188	8.5279	10.0922
O	7.5918	3.8158	15.4482
O	3.207	4.3943	17.9365
O	2.9547	3.9123	13.5197
O	1.3994	8.2369	12.4278
O	1.2128	5.7301	13.0973
O	5.0634	8.3273	14.8201
O	11.0879	2.5847	20.2341
O	11.045	10.0195	12.7159
O	5.4008	3.5704	12.3427
O	5.0607	3.2484	14.8985
O	6.3727	4.8665	20.6412
O	8.4758	1.5622	16.5619
O	10.5274	1.2614	11.3776
O	10.9116	6.6726	11.6533
O	2.8294	8.9405	19.7963
O	1.7701	6.4317	10.545
O	7.0044	8.2384	19.8775
O	8.4241	7.6123	17.7188
O	3.6955	6.4576	13.642
O	9.61	5.004	13.3243
O	5.2118	9.8968	20.6298
O	10.3362	7.4228	14.1434
O	8.6387	6.2034	19.9406
O	7.1398	5.7268	10.6237
O	5.4198	10.7374	16.0595
O	9.0385	1.2085	19.1876
O	11.6667	3.2099	10.1512
O	9.5888	8.7422	19.8924

Results
free energy: -153072.895 eV
free energy less fixed offsets of As -4856.12, O -568.88, Si -635.61 eV per atom: 1.995 eV

Forces (eV/angstrom), in the order of the atoms: element, x, y, z
Si	-0.0086	0.0147	-0.0011
As	-0.0153	0.0909	0.0497
Si	0.015	-0.0059	0.0073
Si	-0.0402	-0.0563	0.0463
Si	0.0184	-0.049	0.044
Si	0.0012	-0.0063	0.0065
Si	0.003	-0.0018	0.0145
Si	-0.0034	-0.0028	0.0267
Si	-0.0078	0.0181	0.0041
Si	-0.0028	-0.0097	0.0064
Si	0.0038	-0.009	0.0014
Si	0.0049	-0.0203	0.0093
Si	0.0234	0.0137	0.0127
Si	-0.0288	0.0148	0.0078
Si	0.0004	0.0051	0.0075
Si	0.0054	-0.0081	-0.0071
Si	-0.0062	0.0013	-0.0093
Si	0.0055	-0.0062	-0.0044
Si	0.01	0.0038	-0.0249
Si	0.0132	0.0066	-0.0337
Si	-0.0102	-0.0004	0.0025
Si	0.0081	0.0057	0.0142
As	-0.0157	-0.0541	-0.0297
Si	-0.0127	-0.0001	0.0124
Si	0.0028	0.0042	0.0008
Si	-0.0044	0.045	0.0297
Si	0.0034	0.0055	-0.001
Si	-0.0006	-0.0146	-0.0177
Si	0.0014	-0.0091	-0.0099
Si	-0.006	-0.0038	-0.0008
Si	-0.0013	0.0062	-0.0084
Si	0.0012	-0.0034	-0.0025
Si	-0.0046	0.0042	-0.0082
Si	0.0125	0.0037	0.0261
Si	-0.0138	-0.001	0.0196
Si	0.0014	0.0066	-0.0065
Si	0.011	0.0037	-0.0001
Si	-0.0054	-0.0004	-0.0081
Si	0.0029	0.0015	-0.0115
Si	0.0035	0.0001	0.0025
Si	-0.0029	0.0061	0.0013
Si	-0.0038	0.0008	0.0101
Si	0.0019	-0.0019	-0.0026
Si	-0.0012	0.0008	0.0111
Si	-0.004	0.0063	0.0078
Si	-0.0001	-0.0048	-0.0064
Si	0.0051	-0.0351	-0.0287
Si	0.002	-0.0009	0.0057
Si	0.0118	-0.0164	-0.079
Si	-0.0241	0.023	0.1492
Si	-0.031	0.0141	0.0408
Si	-0.0442	-0.0928	0.0395
Si	0.0075	-0.0385	-0.1017
Si	0.0192	-0.1	-0.0965
Si	0.0137	-0.0383	-0.0536
Si	0.0167	0.0314	-0.019
Si	-0.007	-0.0277	0.0397
Si	-0.0516	-0.0803	-0.0729
Si	0.0127	-0.1247	0.1337
Si	0.0317	-0.1336	0.1554
Si	0.0383	0.0735	0.0454
Si	-0.0312	0.0551	-0.2113
Si	0.0158	0.0666	0.0174
Si	-0.1079	0.0026	-0.1381
Si	0.0237	0.023	0.0319
Si	0.0793	0.0627	0.0881
Si	0.0215	0.0458	-0.0817
Si	0.0195	0.0825	-0.0868
Si	-0.0385	0.0929	0.0894
Si	-0.0124	0.0383	0.0289
Si	-0.02	0.0579	0.0991
Si	0.0643	-0.052	-0.0126
Si	0.0003	0.0011	-0.0006
Si	-0.0005	0.0066	-0.0009
Si	0.0005	0.0013	-0.0005
Si	-0.0012	0.0019	0.0021
Si	0.0013	0.0012	0.0018
Si	0.0011	0.001	0.0018
Si	0.0005	0.0014	-0.0012
Si	-0.0003	0.0007	0.0001
Si	0.0003	0.002	0
Si	-0.0007	0.0022	0.0011
Si	0.001	0.0009	0.0019
Si	0.0003	0.0003	0.0009
Si	0.0005	0.0003	-0.0012
Si	0.0003	-0.0003	-0.0009
Si	-0.0006	0.001	-0.0007
Si	0.0003	-0.0011	-0.0023
Si	0.0008	-0.0007	0.0011
Si	0.002	-0.0005	-0.0019
Si	-0.0009	-0.0015	-0.0008
Si	-0.0014	0.0004	0
Si	-0.0008	0.001	0.0007
Si	0.0005	-0.0011	-0.0014
Si	-0.0011	-0.0043	-0.0004
Si	0.0004	-0.0006	-0.0011
Si	-0.0013	0.0032	-0.0015
Si	0.0011	0.0019	-0.0008
Si	0.0002	0.001	-0.0025
Si	0.0019	0.0019	-0.0011
Si	0.0014	0.0003	-0.0015
Si	0.0023	0.0002	-0.0024
Si	0.0005	0.0028	-0.0008
Si	-0.0038	0.0008	-0.0034
Si	-0.0021	0.0023	-0.0063
Si	0.0023	-0.0003	-0.0056
Si	0.0026	-0.0004	-0.001
Si	0.0022	0.0011	-0.0007
O	0.0015	0.0022	0.0033
O	-0.0004	-0.0008	0.0025
O	0.0005	-0.002	0.0056
O	0.0015	-0.0012	0.0032
O	0.0014	0.0034	0.0057
O	0.0014	-0.0015	0.0026
O	0.0015	0.0037	0.004
O	0.0005	0.0002	0.0024
O	0.0015	0.0013	0.0002
O	-0.0016	0.0025	0.0042
O	0	0.0044	0.0057
O	-0.0016	0.0001	0.0009
O	0.0125	0.002	-0.0202
O	0.021	0.0274	0.0176
O	-0.002	0.027	-0.0033
O	-0.0013	-0.0045	-0.0178
O	-0.0115	-0.0112	-0.0219
O	-0.0159	-0.0032	0.0034
O	0.0077	-0.0141	0.0082
O	0.0022	-0.0058	-0.0049
O	0.006	-0.004	-0.0075
O	-0.0094	-0.0008	-0.012
O	0.0197	0.0062	0.0061
O	0.003	0.0027	-0.0038
Si	0.0001	0.0029	-0.0051
Si	-0.0043	0.0031	0.0095
Si	-0.0008	0.0007	-0.0038
Si	0.0018	0.0015	-0.0059
Si	0.0032	-0.0004	0.006
Si	-0.0023	0.0074	0.0129
Si	-0.0013	-0.0014	-0.0062
Si	-0.0018	-0.0031	-0.0057
Si	-0.0043	0.0002	-0.0034
Si	0.0017	0	-0.0087
Si	-0.0017	-0.0017	-0.0074
Si	0.0144	0.0014	0.0009
Si	-0.0037	-0.002	0.0094
Si	0.0041	0.0001	-0.009
Si	0.0043	-0.1112	0.088
Si	-0.0172	-0.0065	-0.0026
Si	-0.0066	0.0136	-0.003
Si	0.0041	-0.0003	0.0021
Si	0.0014	0.0007	-0.0079
Si	-0.0018	0.0001	-0.0059
Si	0.0032	0.0238	0.0058
Si	-0.0013	-0.0057	0.0021
Si	0.0012	-0.0023	-0.0056
Si	0.0257	-0.0144	0.0141
Si	-0.0011	0.0023	-0.007
Si	0.0017	-0.0009	-0.006
Si	-0.0426	0.0322	0.0269
Si	0.0024	-0.0011	0.0021
Si	0.0025	0.003	-0.0049
Si	0.0009	-0.0017	-0.0091
Si	0.0001	-0.0009	-0.0061
Si	0.0002	-0.0006	-0.0074
Si	-0.0116	0.0051	0.0128
Si	-0.0019	-0.0005	-0.0047
Si	-0.0001	-0.0011	-0.0051
Si	0.0412	0.0162	-0.0706
Si	-0.0002	0.0003	-0.005
Si	0.003	-0.0016	-0.0067
Si	0.0051	-0.0101	0.0009
O	0.001	0.0001	0.0039
O	-0.0014	0.0014	0.0009
O	0.0037	-0.0055	-0.0011
O	0.0299	0.0259	-0.0212
O	0.0003	-0.0017	-0.0003
O	0.001	0.0017	0.0053
O	-0.002	0.0017	0.0018
O	-0.0003	-0.0011	0.0028
O	-0.0034	-0.0112	-0.0108
O	-0.0029	-0.0091	0.0062
O	0.0015	-0.002	0.0033
O	0.0017	-0.0011	0.0009
O	-0.0028	0	-0.0009
O	0.0026	-0.0014	0.0025
O	0.0031	0	0.0062
O	0.0014	0.0008	-0.0001
O	-0.0016	0.003	0.0059
O	-0.0004	0.0019	0.0007
O	0.0506	-0.03	-0.0583
O	0.0026	0.0003	0.0022
O	-0.0038	0.0009	0.003
O	-0.0006	0.0006	0.0024
O	-0.0748	-0.0349	-0.0115
O	-0.007	-0.002	0.0068
O	-0.0001	-0.0007	0.0026
O	-0.0043	-0.0002	0.0002
O	-0.0016	-0.001	0.0058
O	-0.0006	-0.0027	-0.0011
O	0.0077	0.0041	-0.0109
O	-0.0006	-0.0002	0.002
O	-0.0024	0.0019	0.0027
O	0.0025	-0.0013	0.0003
O	0.001	-0.0041	0.0062
O	0.0046	-0.016	0.0022
O	-0.0019	-0.0001	0.0008
O	0.0003	0.0008	-0.0037
O	-0.0042	0.0178	-0.0025
O	0.0002	-0.001	0.0007
O	0.0002	-0.0031	-0.0025
O	0.0217	-0.009	-0.0167
O	0.0006	-0.0001	-0.0022
O	0	0.0027	-0.0006
O	0.001	-0.0019	0.0011
O	-0.0032	0.0015	0.0007
O	-0.0101	-0.002	-0.0019
O	0.0005	-0.0003	0.0025
O	-0.0024	-0.0001	0.0032
O	0	0.0023	-0.0005
O	0.003	-0.0002	-0.0051
O	-0.0078	0.0025	-0.0018
O	0.0004	0.0002	0.0006
O	-0.0004	0.0022	0.0012
O	-0.0014	0.1189	-0.0433
O	-0.0006	-0.0002	0.002
O	-0.0185	0.0162	0.006
O	-0.0029	0.0036	-0.0005
O	-0.0038	-0.0001	-0.0013
O	0.0018	-0.0014	-0.0025
O	0.0158	-0.0272	0.0095
O	0.0024	0.0006	0.0001
O	0.0012	0.0097	-0.0047
O	-0.0016	0.0013	-0.0004
O	-0.0049	0.0034	0.0108
O	-0.0075	-0.0033	-0.0106
O	0.0009	-0.0004	0.0039
O	-0.0232	0.0099	-0.0154

The program warned: the cutoff lies below the one the program advises for these potential files; the exchange-correlation potential is rough where the density is thin.
